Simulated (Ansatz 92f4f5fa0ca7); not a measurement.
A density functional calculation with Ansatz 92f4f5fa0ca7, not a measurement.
Periodic cell of 258 atoms, Si166O92, from a study of silicon, its oxide and their interface. The atomic structure is a simulated model.
Doubt: the cutoff is far below the 930 eV that the study's wrapper takes by default for these files, so forces and energies are approximate.
This geometry differs little from another in the collection (a relaxation step or a small displacement).

Settings: functional PBE; potential files Ansatz PAW; basis plane waves; wave-function cutoff 580 eV; density cutoff ratio 5; exchange-correlation grid ratio 1; k mesh 1 x 1 x 1, Gamma-centred; self-consistency stop 5e-08 eV per atom in the density residual; occupations fixed; spin none; net charge 0.

Cell vectors (angstrom)
a  10.938  0  0
b  0  10.938  0
c  0  0  37.8274

Atoms and the computed forces on them: element, x, y, z (angstrom), force x, y, z (eV/angstrom)
Si  0  0  0.683  0.0609  0.0155  0.0644
Si  5.469  0  0.683  0.0436  -0.0401  -0.0518
Si  2.7345  2.7345  0.683  -0.0238  -0.0043  -0.0722
Si  8.2035  2.7345  0.683  -0.0148  0.0308  0.0443
Si  0  5.469  0.683  0.0106  0.0403  -0.0532
Si  5.469  5.469  0.683  -0.0064  0.043  0.0523
Si  2.7345  8.2035  0.683  0.0843  0.0213  0.0577
Si  8.2035  8.2035  0.683  0.0205  0.0615  -0.0722
Si  1.3673  1.3673  2.0503  0.1308  0.2255  -0.0359
Si  6.8362  1.3673  2.0503  -0.0591  -0.2999  0.003
Si  4.1018  4.1018  2.0503  -0.2069  -0.1516  0.0516
Si  9.5708  4.1018  2.0503  0.1166  0.0632  0.0113
Si  1.3673  6.8362  2.0503  -0.2133  -0.2969  -0.0989
Si  6.8362  6.8362  2.0503  0.0814  0.0501  -0.0136
Si  4.1018  9.5708  2.0503  0.1662  0.2001  -0.077
Si  9.5708  9.5708  2.0503  -0.322  -0.1067  -0.007
Si  2.7345  0  35.7759  0.2672  0.1531  -0.0262
Si  8.2035  0  35.7759  -0.0834  -0.0775  -0.0068
Si  0  2.7345  35.7759  -0.011  0.2565  -0.1586
Si  5.469  2.7345  35.7759  -0.1623  -0.1125  0.1444
Si  2.7345  5.469  35.7759  -0.088  0.0316  0.0061
Si  8.2035  5.469  35.7759  0.1309  0.198  0.0711
Si  0  8.2035  35.7759  0.059  -0.1571  0.1148
Si  5.469  8.2035  35.7759  0.2237  0.0761  -0.153
Si  4.1018  1.3673  37.1431  0.0353  -0.0277  0.0575
Si  9.5708  1.3673  37.1431  -0.0078  -0.0256  -0.0344
Si  1.3673  4.1018  37.1431  -0.0199  0.0201  0.0202
Si  6.8362  4.1018  37.1431  -0.0325  -0.0188  -0.0397
Si  4.1018  6.8362  37.1431  -0.0013  -0.0397  -0.0367
Si  9.5708  6.8362  37.1431  0.0254  -0.0812  0.046
Si  1.3673  9.5708  37.1431  -0.0795  -0.0178  -0.0373
Si  6.8362  9.5708  37.1431  -0.1009  0.0165  0.027
Si  -1.1725  1.395  18.3974  0.0035  0.007  0.0094
Si  2.1522  -3.362  28.8974  -0.0024  0.0006  -0.0051
Si  5.7799  -0.2779  22.2246  0.0033  0.0116  0.0012
Si  6.8166  4.1685  31.6243  0.0074  0.0015  -0.0038
Si  -0.5671  2.3095  23.6038  -0.0039  -0.0014  -0.0136
Si  6.4671  5.75  16.188  -0.0014  -0.0023  0.0112
Si  5.6493  13.6101  25.0646  0.0049  0.0016  -0.0011
Si  6.8956  6.8383  28.7661  0.0059  -0.0358  0.0112
Si  0.4217  -0.6905  20.3357  -0.0058  0.0072  -0.009
Si  9.4163  -0.3904  26.647  0.0163  0.0286  0.0148
Si  8.9962  3.3559  29.1211  0.0022  -0.0027  -0.0024
Si  14.751  9.2705  29.3648  -0.0073  -0.0024  0.0188
Si  1.0029  2.8907  16.585  0.0096  0.0097  0.0196
Si  10.4033  3.7277  26.4781  -0.0017  -0.0093  0.0125
Si  2.7765  5.6579  30.2605  0.0019  -0.0016  -0.0005
Si  10.1756  10.356  28.9139  -0.0075  -0.0031  -0.0019
Si  5.4018  2.7712  30.2859  0.0017  -0.0049  -0.0007
Si  6.9396  -1.3526  31.6188  -0.0047  0.0034  0.004
Si  -0.0799  2.7056  30.4712  -0.0069  0.0165  -0.0105
Si  3.7884  3.9703  28.9759  -0.0035  0.0013  0.0111
Si  1.3516  4.2348  31.6  0.0037  0.0033  0.0043
Si  4.6469  9.9312  27.3108  -0.0237  0.0032  -0.0058
Si  0.1696  8.4169  30.0339  0.0074  -0.0047  0.0011
Si  1.0219  7.0423  13.1339  0.0009  -0.0099  0.0284
Si  4.1342  1.4088  31.7211  0.0028  0.0043  -0.0017
Si  9.5906  1.3795  31.9061  -0.0025  -0.0175  0.0001
Si  4.7779  5.0119  27.1273  0.0055  0.0036  0.0174
Si  7.3003  2.4848  22.6116  0.0123  0.0138  -0.0182
Si  4.2084  6.8146  31.7374  -0.0076  -0.0045  -0.001
Si  9.6673  6.8897  31.4029  0.0087  0.0007  0
Si  1.352  9.5806  31.7567  -0.0112  -0.0105  0.0077
Si  11.3025  10.7208  24.8762  0.0187  -0.0016  0.0009
Si  0.0206  -0.0197  33.166  -0.0003  0.0025  0.0039
Si  5.5212  -0.0069  33.0223  0.0005  -0.0029  0.0001
Si  2.7265  2.8173  33.002  -0.0036  0.0043  0.0009
Si  8.1543  2.7953  33.0661  -0.0027  0.0076  0.0097
Si  -0.0155  5.5547  32.9733  -0.0018  0.0034  0.0006
Si  5.5154  5.4599  33.103  0.0049  -0.0062  0.009
Si  2.7732  8.1924  33.0387  0.0018  0.0112  0.0029
Si  8.289  8.1814  32.9388  0.007  -0.0058  0.0065
Si  1.4022  1.4051  34.4178  -0.0009  0.0014  0.0013
Si  6.8356  1.3829  34.4184  0.0004  -0.0045  -0.0007
Si  4.1094  4.1093  34.4239  0.0002  0.0008  0
Si  9.5735  4.1485  34.3861  0.0015  0.0018  0
Si  1.3793  6.849  34.398  -0.0008  -0.0091  -0.0003
Si  6.8903  6.8629  34.3924  -0.0009  0.0045  0.002
Si  4.1196  9.5787  34.3984  0.0023  -0.0009  0.0003
Si  9.5621  9.5402  34.4284  -0.0022  -0.0008  -0.0018
Si  2.7614  0.0324  3.4051  0.0027  0.0034  -0.0022
Si  8.1892  -0.0152  3.4475  0.0011  -0.0012  0.0043
Si  -0.0062  2.7269  3.4239  0.0008  -0.0016  0.0015
Si  5.4406  2.6909  3.405  0.0005  -0.0033  0.0012
Si  2.6712  5.4142  3.4229  -0.0035  -0.0041  0.0008
Si  8.2055  5.4666  3.4192  -0.0009  0.003  0.0045
Si  -0.0379  8.1671  3.3923  -0.0003  0.0034  -0.0006
Si  5.4777  8.2169  3.4063  0.0009  -0.0009  -0.0005
Si  4.0991  1.37  4.8746  0.002  0.0021  0.002
Si  9.5931  1.3491  4.7856  0.0016  0.0004  -0.0037
Si  1.3148  4.045  4.8933  0.0008  -0.0019  -0.0003
Si  6.8459  4.0295  4.706  -0.0002  -0.0032  -0.0101
Si  4.0468  6.8439  4.661  0.0001  0.0105  -0.0124
Si  9.5642  6.8126  4.8421  0.001  -0.0017  0.0046
Si  1.3251  9.599  4.6369  -0.0076  -0.003  -0.0111
Si  6.8179  9.5572  4.8643  -0.0023  0.0002  0.0005
Si  0.0508  -0.044  6.0974  -0.0101  0.0017  0.0019
Si  10.5053  2.1661  8.8327  -0.007  0.0089  0.0062
Si  5.835  3.1818  8.5961  -0.0024  -0.0128  0.0213
Si  9.9152  7.9155  10.8254  -0.0283  -0.015  0.0469
Si  -3.4615  4.9226  8.7246  -0.0038  -0.0038  -0.0222
Si  5.3997  5.4117  5.8962  -0.0053  -0.0105  -0.0008
Si  3.9124  9.518  7.446  -0.0029  0.0163  0.0065
Si  8.622  5.6076  17.9918  0.0015  -0.0077  0.0016
Si  4.3566  2.2638  11.3143  0.0058  0.0083  -0.0178
Si  7.1979  6.1556  10.7452  -0.0076  0.0165  -0.0102
Si  2.6786  2.6597  6.3072  -0.0103  -0.0091  -0.0068
Si  12.2788  6.9501  7.4025  -0.0001  -0.0118  0.0035
Si  -4.0109  12.2828  7.5883  -0.0046  0.0045  0.0121
Si  9.6695  9.6129  7.5558  0.0075  0.0083  0.023
Si  5.4512  10.9239  6.2807  0.0045  0.0009  -0.0031
Si  8.2267  8.1978  6.2378  -0.0013  0.0015  -0.0111
Si  2.5689  3.1136  19.2617  0.0019  0.0006  -0.0181
Si  3.2097  -1.123  14.2876  0.0008  0.0106  0.0058
Si  1.2945  3.1547  11.2869  0.0026  -0.0069  0.0003
Si  10.8619  5.4201  6.2892  -0.0005  0.0026  -0.0031
Si  2.6466  8.2384  5.9438  0.0039  -0.0062  -0.0044
Si  8.2108  2.7014  6.1259  0.0006  -0.0028  -0.0001
Si  0.3985  8.5155  8.897  -0.0007  0.0192  -0.0183
Si  9.4597  4.0138  7.6757  0.002  -0.005  0.0049
Si  1.3693  1.1427  7.6889  0.007  0.0001  0.0021
Si  13.9432  -3.4325  26.5637  -0.0014  -0.0021  -0.0009
Si  1.4962  5.1515  15.4315  0.0115  -0.0052  -0.0021
Si  5.0777  3.4011  17.772  0.0008  0.0016  0.0074
Si  1.6967  7.8133  24.6131  0.014  0.0196  -0.0081
Si  14.0983  6.1101  8.5786  0.0055  0.0064  -0.0235
Si  2.2954  10.2259  9.1047  -0.0019  -0.0019  -0.003
Si  8.7723  11.3828  8.899  0.0032  -0.0045  -0.0103
O  -3.7987  -13.6686  25.2973  -0.0076  0.0057  -0.0136
O  -17.7162  -10.8766  14.935  0.0057  0.0022  -0.0016
O  4.5602  16.5818  13.6949  0.0017  0.0025  -0.0048
O  -0.6081  9.6288  21.4381  -0.0053  -0.0032  0.0118
O  19.0673  26.7148  19.3421  0.0013  0.011  -0.0034
O  -15.5942  22.1483  16.5522  0.001  -0.0062  -0.0029
O  35.9336  12.8368  20.1812  0.0027  -0.0177  0.0115
O  12.9684  16.11  22.3055  0.0036  -0.0023  0.0097
O  -11.807  1.1041  13.4001  0.0134  0.0213  -0.009
O  -15.5064  24.7659  18.6487  0.001  -0.005  -0.0037
O  21.5991  11.6296  23.6497  0.0025  -0.002  0.0004
O  13.5426  7.1572  20.7321  0.0049  -0.0018  -0.0006
O  7.031  -1.6114  10.276  -0.0091  -0.0241  -0.0019
O  -1.2919  7.6581  25.8694  0.0056  -0.0041  0.0024
O  -4.0922  0.9357  22.4522  -0.0135  -0.0301  0.0107
O  -22.1681  13.7471  25.1489  -0.0001  0.0015  0.0045
O  1.6977  -11.0069  21.1467  0.0082  -0.0011  0.0052
O  11.7935  24.8484  12.8353  0.0056  0.0047  -0.0036
O  7.4742  49.7049  21.8206  -0.0149  0.0018  -0.0045
O  46.3801  -8.3379  26.4067  -0.0122  0.0065  0.007
O  -2.1806  6.7236  10.7746  0.0006  0.0049  -0.0084
O  -9.426  6.8216  18.2911  0.003  0.0045  0.004
O  -22.4768  5.301  21.4093  -0.0151  0.0108  0.014
O  47.6729  14.877  18.8224  -0.0087  -0.0027  0.0033
Si  7.2651  0.737  27.0324  0.0091  0.0132  -0.0179
Si  14.0832  -9.6912  25.6971  -0.0058  0.0016  -0.0276
Si  10.8375  13.3274  13.9937  -0.0024  -0.008  0.0172
Si  0.7839  15.3175  21.5853  0.0016  -0.0074  -0.0051
Si  17.7499  8.4693  23.7237  0.0066  0.0034  -0.0047
Si  -17.8052  15.1404  7.4329  0.0149  0.003  -0.0034
Si  1.0329  12.0239  29.1711  0.0006  -0.0158  0.0073
Si  -8.9798  -19.0077  27.8798  -0.0056  0.0333  -0.0093
Si  19.1786  5.4149  30.1176  -0.0161  0.0108  -0.0077
Si  2.1661  7.8626  19.3463  -0.0073  -0.0094  0.0009
Si  13.5918  -5.0698  10.8525  -0.0069  -0.029  0.0491
Si  -2.4521  3.8044  15.5341  0.0021  0.0006  0.0213
Si  10.066  6.3696  25.0045  0.012  0.0021  -0.0004
Si  16.5272  -2.8074  30.3485  0.0071  0.0013  -0.0125
Si  11.5076  19.6787  14.8568  0.0007  -0.0014  0.0052
Si  2.7022  -10.8899  30.4879  0.0087  0.0105  -0.0126
Si  -5.9938  7.6729  8.3632  0.0029  -0.0135  -0.0092
Si  8.3664  0.0972  30.3837  0.0102  0.0088  -0.0017
Si  -1.6959  -0.2608  13.6974  -0.0063  0.0026  0.0236
Si  6.4443  -23.5472  20.4639  0.0109  -0.0066  -0.0061
Si  -6.7935  6.7475  14.821  0.0003  -0.0071  0.0205
Si  0.1893  -3.9402  17.3499  -0.003  0.0011  -0.0044
Si  3.2192  -10.5914  20.6714  -0.0177  0.0166  -0.0214
Si  7.2311  1.7606  29.183  -0.0051  0.0024  0.0081
Si  -12.8356  30.5105  21.5621  -0.0017  0.0069  -0.0164
Si  5.8488  -2.762  10.406  0.0167  0.0284  0.0549
Si  17.6944  6.6705  7.2851  0.0069  -0.0024  0.0225
Si  -2.4385  9.8886  10.7716  0.0182  -0.0023  -0.023
Si  -4.8524  -4.1077  22.1493  -0.0062  -0.0094  -0.0098
Si  20.056  6.285  22.0183  0.0113  -0.0103  -0.0191
Si  7.7659  -21.0832  16.1901  0.0004  0.0064  0.0129
Si  -7.2787  10.233  11.2877  -0.0082  0.0012  -0.0047
Si  -3.3225  25.1805  19.6317  0.004  -0.0091  -0.0056
Si  13.9517  -15.3994  22.1575  -0.0205  0.0078  -0.0049
Si  -6.2233  -10.2998  16.3794  0.0033  0.0076  0.0088
Si  -6.8046  -22.8097  18.8903  -0.0165  0.0051  -0.0122
Si  5.1144  4.8132  12.4235  -0.0023  -0.0079  0.0105
Si  30.2131  -2.4648  26.4115  -0.012  -0.0235  0.0134
O  29.0175  3.2239  21.1766  -0.0035  0.0044  0.0113
O  18.3496  -4.4808  17.3115  0.0029  0.0032  0.0005
O  -2.148  0.5056  17.4295  -0.0033  -0.0076  -0.0066
O  -13.0284  -19.6181  19.4344  -0.0032  -0.0019  0.002
O  20.7522  -26.1301  18.2806  -0.0005  0.0039  0.0039
O  27.3567  4.6697  16.8726  -0.0044  -0.0063  -0.004
O  2.746  13.3773  11.036  0.0001  0.0011  -0.0001
O  -6.2842  -2.0259  11.3065  0.0113  -0.0204  -0.034
O  -6.3248  27.9325  22.2844  0.0225  -0.0006  0.005
O  -50.458  -2.308  26.3807  0.004  0.0001  0.0084
O  -4.6904  10.3337  27.1633  0.0019  -0.001  0.0035
O  -30.961  22.3331  25.12  0.0038  0.0069  0.0005
O  18.3239  4.9436  15.0521  -0.0025  0.0029  -0.0072
O  -28.2255  -8.6913  16.6994  -0.0007  -0.0044  -0.0088
O  -14.0341  7.8451  27.8545  -0.0032  0.001  0.0216
O  37.1233  -9.1541  24.6735  -0.003  -0.0031  0.0028
O  0.7867  14.9044  27.4236  0.0134  -0.0091  0.0136
O  -7.1394  19.2112  14.3482  0.0027  -0.012  -0.0065
O  36.6375  22.1968  26.8396  0.0135  -0.0183  0.0259
O  23.3312  4.7367  10.9414  0.0053  0.0238  -0.0069
O  46.4384  18.5316  23.3149  0.0038  -0.0039  0.0021
O  2.843  10.1473  12.72  -0.0007  -0.0026  -0.0005
O  -1.1356  37.9475  25.9961  -0.0091  0.0103  -0.0012
O  -1.9169  4.4156  16.9497  -0.0025  0.0017  0.0006
O  13.0017  -8.348  17.7902  -0.0006  0.0048  0.0071
O  6.3188  -18.6511  23.6843  -0.0071  0.0038  0.0153
O  -27.0596  9.7407  23.6014  -0.0015  -0.0002  0.0106
O  10.665  -14.4423  12.2107  -0.0109  0.0017  -0.0286
O  -12.1358  -7.4135  14.5096  0  0.0038  -0.0105
O  -24.6297  -21.9501  14.8951  -0.008  -0.0013  -0.0001
O  17.6721  1.6932  25.8023  -0.0007  -0.007  0.0053
O  18.6667  46.1376  15.8015  -0.0053  -0.0073  -0.006
O  0.886  -30.8749  15.2407  0.0013  -0.0028  -0.0182
O  34.1984  -28.912  20.1038  -0.0036  -0.0002  0.0055
O  13.1926  -3.9322  11.9966  0.0083  -0.0047  -0.0116
O  1.7971  -1.1327  15.0994  -0.0136  -0.0036  -0.0006
O  -13.655  30.8619  22.9661  -0.0041  -0.002  0.0208
O  25.3739  19.4507  18.6939  0.0103  0.0078  0.0001
O  36.964  16.2126  11.1888  -0.0075  0.0102  -0.0113
O  11.7128  9.1804  24.4409  -0.0093  -0.0002  0.0024
O  -4.9165  -5.0168  27.707  -0.0093  0.0045  -0.0038
O  -2.101  35.3859  23.1428  -0.0009  -0.0015  0.0101
O  21.9898  -19.359  10.3727  -0.0049  -0.007  -0.0068
O  31.0807  17.0923  23.6543  -0.0021  -0.0013  0.0155
O  61.3532  -27.6058  12.0257  0.0044  0.001  0.0033
O  -46.6212  9.0571  20.2861  -0.0098  0.0041  -0.0054
O  16.7464  18.7271  20.8266  0.0032  -0.0015  0.0039
O  1.0747  38.3565  13.8601  0.002  0.0087  -0.0125
O  -0.3516  -8.515  17.4306  -0.0011  -0.0043  -0.0016
O  -21.1841  28.3906  24.6014  -0.0058  -0.0163  0.0076
O  30.2706  10.367  12.3467  -0.0211  0.0029  -0.0161
O  -10.5285  24.9658  22.5361  0.0003  0.0019  0.0097
O  -6.0736  14.1235  12.6002  0.0012  0.0036  -0.0038
O  11.9241  19.9261  19.4715  -0.0009  -0.001  0.0023
O  -7.0955  -22.0059  17.5112  -0.0034  -0.0106  0.011
O  27.1662  2.7578  10.0952  -0.0031  0.0023  0.0085
O  5.5304  -14.9239  15.6513  -0.0056  0.0001  -0.0117
O  -1.658  3.1021  27.4753  0.0103  -0.0012  0.0019
O  -7.2374  16.9492  26.3766  0.0002  0.0137  0.003
O  -11.6212  -1.4487  14.1236  0.0175  -0.0235  0.0093
O  16.6987  -22.9971  19.0829  0.0042  -0.0039  -0.0028
O  26.4698  11.5916  11.4432  0.0038  -0.0022  0.003
O  -28.5684  54.9602  21.9499  0.0119  -0.0041  0.0196
O  0.1068  8.334  16.4065  -0.0007  0.0021  -0.0008
O  0.2734  -16.0892  16.2928  -0.0129  0.0081  0.0042
O  -11.1718  0.411  19.3157  0.0054  -0.0106  0.0085
O  -5.5959  -28.8511  26.0051  0.003  -0.0065  -0.0115
O  -18.9714  16.9736  15.6543  0.0062  -0.0015  -0.011

Results
free energy: -157842.193 eV
free energy less fixed offsets of O -568.88, Si -635.61 eV per atom: 6.027 eV

The program warned: the cutoff lies below the one the program advises for these potential files; the exchange-correlation potential is rough where the density is thin.
